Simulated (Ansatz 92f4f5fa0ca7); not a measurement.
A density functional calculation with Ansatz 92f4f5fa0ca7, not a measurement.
Periodic cell of 220 atoms, Si132O88, from a study of silicon, its oxide and their interface. The atomic structure is a simulated model.
This geometry differs little from another in the collection (a relaxation step or a small displacement).

Settings: functional r2SCAN; potential files Ansatz PAW; basis plane waves; wave-function cutoff 800 eV; density cutoff ratio 5; exchange-correlation grid ratio 1; k mesh 1 x 1 x 1, shifted by 0.5 0.5 0 of a step; self-consistency stop 1e-10 eV per atom in the density residual; occupations fixed; spin none; net charge 0.

Cell vectors (angstrom)
a	10.88	0	0
b	0	10.88	0
c	0	0	32.0878

Atoms and the computed forces on them: element, x, y, z (angstrom), force x, y, z (eV/angstrom)
Si	0.468	-0.8145	-0.2812	0.0022	0.0009	-0.0039
Si	2.7213	3.3587	-0.0949	0.0003	-0.0011	-0.0006
Si	0.3296	5.3846	-0.2823	-0.0027	0.0005	0
Si	2.8346	8.1341	0.249	0.002	-0.0002	0.002
Si	5.6702	-0.1645	0.0083	-0.0001	-0.0031	0.0065
Si	8.2759	2.6115	-0.2983	0.0012	0	0
Si	5.1439	6.1084	-0.1327	0.0024	0.0016	0.0018
Si	7.9221	8.5709	0.0823	-0.0075	0.0027	-0.0001
Si	1.6476	1.6352	1.1646	0.0022	-0.0002	-0.0004
Si	4.191	4.4319	1.2881	0.0007	0.0003	0.0002
Si	1.3672	6.7569	1.3675	0.0012	0.001	-0.0004
Si	4.1793	9.6016	1.4238	0.0023	-0.0006	-0.0003
Si	6.8543	1.4656	1.1967	0.0007	-0.0011	-0.0006
Si	9.6347	4.097	0.9974	0.0007	0.0001	-0.0002
Si	6.7663	6.9935	1.3147	0.0021	0.0009	0.0017
Si	9.6597	9.5348	1.3003	-0.0014	0.0016	0.0014
Si	0.0893	2.8181	2.51	-0.0001	0.0002	-0.0002
Si	2.7976	0.1552	2.6225	0.0012	-0.0007	-0.0006
Si	0.0076	8.1316	2.679	0.0024	0.0002	-0.0003
Si	2.7697	5.5297	2.7604	0.0004	0.002	0.0017
Si	5.4813	2.8493	2.5254	0.0004	0.0003	-0.0006
Si	8.2814	0.1278	2.5722	-0.0021	-0.0009	-0.0005
Si	5.4847	8.253	2.7958	0	0.0026	0.0008
Si	8.2154	5.465	2.432	-0.0009	0.0007	-0.0007
Si	1.4053	4.1018	3.9946	0.0011	-0.0002	-0.0004
Si	4.1621	1.4738	3.9667	0.0005	0.0007	0.0004
Si	1.3963	9.5891	3.9154	-0.0007	0.0016	0.0003
Si	4.1029	6.8912	4.0939	0.0007	-0.0003	-0.0016
Si	6.871	4.1522	3.88	0.0005	0.0013	0.0003
Si	9.6098	1.4747	3.9265	0.0018	0.0009	-0.0005
Si	6.9208	9.632	3.9917	-0.0002	-0.001	-0.0026
Si	9.5208	6.7691	3.9604	0.0006	0.0002	0.0001
Si	0.0338	0.0395	5.2765	-0.0003	-0.0006	-0.0007
Si	2.7492	2.7381	5.3459	-0.0003	0.0006	-0.0001
Si	0.0265	5.453	5.3382	0.0001	0.0002	-0.0006
Si	2.7066	8.2508	5.3577	0.0009	0.0003	-0.0005
Si	5.5001	0.0762	5.3286	0.0008	0.0007	-0.0007
Si	8.2007	2.7896	5.2782	-0.0002	-0.0006	-0.0006
Si	5.4964	5.4553	5.3071	-0.0003	0.0008	-0.0008
Si	8.2002	8.1792	5.3214	-0.0006	0.0009	-0.0005
Si	1.3841	1.3471	6.6734	0.0009	0.0004	-0.0001
Si	4.1291	4.0941	6.6673	0.0003	-0.0001	-0.0001
Si	1.3757	6.8349	6.6996	0.0006	0.0009	0
Si	4.1011	9.5667	6.6773	-0.0001	0.0002	0.0003
Si	6.8487	1.4334	6.6709	0	0.0006	0.0004
Si	9.5437	4.1001	6.6824	0.0005	0.0005	-0.0001
Si	6.8298	6.814	6.6686	0.0007	0	-0.0001
Si	9.5671	9.555	6.6519	0.0007	0.0005	0
Si	0.0002	2.6965	8.013	0.0006	0.0001	0.0003
Si	2.7187	-0.0073	8.0509	-0.0002	0.0012	0.0001
Si	-0.0237	8.1629	8.042	0.0003	0.0006	-0.0001
Si	2.7775	5.4449	8.0211	0.0002	0.0002	-0.0002
Si	5.4456	2.7261	8.0551	0	0.0013	0.0001
Si	8.2012	0.0475	8.0008	-0.0005	0.0003	0.0001
Si	5.4316	8.1409	8.0013	0.0013	0.0009	0.0001
Si	8.1607	5.4327	8.0359	0.0001	0.0006	0.0001
Si	1.4143	4.0246	9.3103	-0.0002	-0.0002	0
Si	4.0985	1.3199	9.4008	0.0004	-0.0004	0.0004
Si	1.3327	9.5052	9.3901	0.0002	-0.0003	0.0005
Si	4.1506	6.7442	9.4327	0.0004	0.0004	0.0008
Si	6.7934	4.0855	9.414	0.0002	-0.001	-0.0004
Si	9.4951	1.4142	9.435	0.0012	0.0008	0.0003
Si	6.8125	9.5246	9.2647	0.0002	0.0005	0.0004
Si	9.491	6.7856	9.3975	-0.0001	0.0004	0.0002
Si	-0.0654	-0.0114	10.7371	0.0005	-0.0004	-0.0007
Si	2.7172	2.6633	10.7344	0.0003	0.0002	-0.0017
Si	0.0229	5.3454	10.6231	0.0007	0.0024	-0.0005
Si	2.7159	8.1007	10.6709	-0.0006	0.0012	-0.0006
Si	5.5077	-0.0652	10.69	-0.001	0.0008	-0.0013
Si	8.0875	2.7624	10.8429	-0.0026	0.0016	-0.0027
Si	5.523	5.3828	10.8932	0.0015	-0.0002	-0.001
Si	8.0312	8.1475	10.678	0.0003	0.0001	0.0008
Si	1.3105	1.3149	12.0822	0.001	-0.0012	0.0023
Si	4.109	3.9253	12.1614	0.001	0.0005	-0.0001
Si	1.3709	6.6727	11.9605	0	-0.0001	-0.0011
Si	4.1527	9.3904	11.9725	-0.0001	0.0015	0.002
Si	6.7452	1.289	12.1787	0.0015	0.0001	0.0026
Si	9.4933	4.1976	12.1159	0.001	-0.0002	0.0013
Si	6.8328	6.87	12.2984	-0.0023	0.0031	0.0009
Si	9.3591	9.5004	11.9945	0.0021	-0.0021	-0.0018
Si	-0.1515	2.6584	13.3598	0.0013	0.0027	0
Si	2.8673	-0.0547	13.2264	-0.0004	0.0001	-0.0046
Si	-0.2914	7.853	13.0486	0.0012	0.0041	0.0007
Si	2.8459	5.4481	13.3663	-0.0043	0.001	-0.0002
Si	5.0387	2.2067	13.579	0.0037	-0.0019	-0.0008
Si	7.9944	-0.1556	13.5595	-0.0024	0.0014	0
Si	4.9952	7.8019	13.563	0.0023	-0.0009	-0.0009
Si	8.8694	6.1891	13.3928	0.0012	-0.0011	-0.0031
Si	0.8138	3.9024	15.0243	-0.0005	-0.0029	-0.0032
Si	5.8998	1.932	15.7628	-0.0023	0.001	-0.0051
Si	0.8038	9.1811	14.6471	-0.0023	-0.002	-0.0044
Si	5.3849	8.4582	15.8151	-0.0006	-0.0005	-0.0009
Si	7.7718	4.4082	16.6914	-0.006	-0.015	0.0155
Si	9.7746	0.8854	14.6417	-0.006	0.0024	-0.0009
Si	6.6457	10.497	15.587	-0.0011	0.0021	-0.0071
Si	9.3606	5.926	15.71	0.011	0.0038	-0.0002
Si	1.0278	-1.6307	22.4391	-0.001	-0.0005	0.0008
Si	10.4398	7.9768	17.0079	0.0015	0.0031	0.0019
Si	-5.1274	8.1973	23.5278	0.0003	0	0.0011
Si	1.5946	13.2011	17.433	0.0001	0.0021	-0.0001
Si	-1.2356	4.3823	19.2991	0.0021	0.0033	0.0055
Si	8.9575	10.8054	17.317	0.0025	0.0042	0.0043
Si	4.0753	-1.576	18.3885	0.0004	-0.0005	0.002
Si	10.2417	12.3847	19.5969	-0.0011	-0.0011	-0.0013
Si	1.5783	5.1724	20.2665	-0.0006	0.0014	-0.0002
Si	3.9569	10.3487	23.304	-0.001	-0.0002	0.0004
Si	4.352	1.4004	17.6003	-0.0008	0.0019	0.0028
Si	11.5847	10.5157	26.2445	-0.0003	0.0006	0.0013
Si	6.0018	5.7407	17.4018	-0.0013	0.0021	0.0011
Si	6.6467	11.3288	21.7049	0.0004	0.0017	0.0006
Si	7.9963	7.9263	25.4552	0.0004	-0.0009	0.0019
Si	14.5309	4.0858	18.4738	-0.0013	0.0027	-0.0012
Si	1.3488	8.1611	19.6033	-0.0012	0.0005	0.0005
Si	5.6761	5.8956	25.2017	-0.0004	-0.0003	0.0003
Si	7.2883	5.9218	20.3003	-0.0014	-0.0018	-0.0003
Si	0.389	7.7929	24.9236	-0.0001	-0.0007	0.0006
Si	5.4096	14.0321	27.7561	-0.0004	-0.0002	-0.0012
Si	6.8843	3.4434	22.0767	-0.0001	0.0004	0.0004
Si	12.1234	14.9527	23.2276	0.0003	0.0014	0.0018
Si	9.7155	11.4198	22.4992	-0.0002	0.0011	0.001
Si	6.1691	8.6801	20.557	-0.0019	-0.0018	-0.0014
Si	9.2741	3.2741	23.7737	0.0001	0.0003	-0.0018
Si	17.4464	3.7073	25.034	-0.0001	-0.0018	0.001
Si	13.3865	16.4537	25.5349	-0.0006	0.0006	-0.0007
Si	2.1911	1.6272	24.5959	-0.0016	0.001	0.0008
Si	4.0949	1.5482	29.9481	0.0009	-0.0009	-0.0014
Si	1.4265	12.2605	28.4849	0.0013	-0.0003	-0.0011
Si	7.0316	4.8209	29.7951	0.0012	0.0006	0.0004
Si	13.4746	3.667	26.8824	0.0002	0.0001	-0.0012
Si	-1.2054	11.3498	29.786	0.0007	-0.0005	0
Si	9.0863	9.3736	27.7907	0.0011	0.0001	-0.0007
Si	9.3077	6.9556	29.7868	-0.0001	0.0003	-0.001
O	-13.143	10.5382	-3.2456	-0.0002	0.0009	0.0004
O	8.4528	3.6539	-9.6557	0.001	0.0001	-0.001
O	1.526	4.3238	-0.7464	0	0.0007	0.0027
O	-0.271	6.225	-1.592	0.0024	-0.0007	-0.001
O	-2.3318	7.8377	-1.2074	0.003	-0.0015	0.0042
O	1.7329	9.0655	-0.5822	0.001	0.0013	0.0028
O	-0.3642	10.1235	-1.6602	0.0004	-0.0008	0.0005
O	4.8354	0.4093	-1.2718	0.0001	0.0013	0.0008
O	6.8393	-1.207	-0.4935	0.0034	0.0022	-0.0076
O	6.4749	4.152	-3.6484	0.0001	0.0003	-0.0003
O	7.4979	3.626	-1.3077	0.0006	0.0006	-0.0003
O	5.8457	5.6326	-1.5346	0.0005	0	0
O	3.925	7.1587	-0.558	-0.0008	-0.0011	-0.003
O	11.8389	11.5837	-0.0028	0.0003	0.0011	0.0021
O	4.6226	20.0372	-7.8813	-0.0002	0.0008	0.0001
O	-0.2526	4.1704	23.8991	-0.0003	0.0003	0.0007
O	0.1992	-3.0662	18.5011	0.0022	-0.0008	0.0002
O	2.3099	3.7519	17.6524	0	-0.0008	-0.0013
O	4.4776	5.1758	17.6028	0.0006	0.0003	-0.003
O	0.0428	10.6071	14.6903	0.0039	-0.0003	0.0014
O	9.5209	9.312	17.0559	0.0015	-0.0039	-0.0013
O	2.2351	4.6363	14.666	0.0002	-0.0013	0.0026
O	8.8675	4.1569	17.8967	-0.0071	0.0058	-0.0168
O	4.4825	2.6857	18.6282	0.0012	-0.0035	-0.0006
O	6.0734	7.1137	16.5083	-0.0001	0.0008	-0.0005
O	9.4671	1.0418	16.2516	-0.0008	0.0036	-0.0005
O	11.6801	2.647	16.0782	0.0012	-0.0004	0.0019
O	7.3749	10.6246	17.0872	-0.0049	0	0
O	3.8796	11.9263	13.9193	-0.0034	0.0019	0.0025
O	11.7144	8.3752	16.0581	0	0.0005	0.0014
O	14.7824	6.591	13.8755	0.0018	0.0018	-0.0002
O	2.3196	-1.1882	14.3028	0.0008	-0.0002	0.0001
O	0.7573	-1.8819	20.8574	-0.0011	0.0011	-0.0008
O	0.3294	15.7047	19.2587	-0.0008	-0.0003	-0.0005
O	4.5406	10.8717	18.4061	-0.0003	-0.0006	-0.0005
O	-1.5799	0.4697	18.7879	-0.0006	0.0006	0.0002
O	10.7836	5.0908	15.6403	-0.0035	0.0019	-0.0004
O	1.8325	-4.1198	20.2389	-0.0002	0.0043	-0.0006
O	0.6977	12.6574	18.6812	0.0004	-0.0021	-0.0014
O	13.4608	9.0022	18.9454	0	0.0012	-0.0011
O	12.6123	13.4028	23.3194	0.0001	-0.0005	-0.0015
O	6.5079	5.9495	18.9103	-0.0006	-0.0019	-0.0034
O	18.1828	7.5093	20.6666	-0.0014	0.002	-0.0002
O	19.7175	16.3694	20.1492	-0.0008	-0.0004	0.0002
O	10.7039	-0.6566	22.9922	0.0004	-0.0001	-0.0016
O	2.7881	1.2734	17.1165	0.0003	-0.0008	-0.0016
O	1.166	4.5714	21.7022	-0.0006	0.001	-0.0009
O	3.0498	4.5692	19.8919	0.0002	0.0004	0.0009
O	7.1839	2.9522	16.1363	0.0063	0.0061	0.0017
O	14.269	11.5065	24.2495	0.0009	0.0002	-0.0006
O	9.7459	12.6175	23.5936	-0.0007	0.0004	-0.0003
O	17.5721	10.2183	20.5034	-0.0003	0.0008	-0.0006
O	4.1478	8.787	16.8472	-0.0004	0.0007	0.0003
O	0.7744	7.8936	23.3343	-0.0003	0.0004	-0.0016
O	6.5277	4.7993	21.2313	-0.0005	0.0016	0
O	-5.3315	17.4909	23.7379	-0.0017	0.0012	-0.0002
O	6.9763	6.695	25.8849	0.0016	0.0014	0.0004
O	-0.0986	12.2611	29.0315	-0.0009	0.0003	0.0003
O	-5.4549	8.4596	21.9684	-0.0002	0.0001	-0.0003
O	5.1432	8.4939	19.3187	-0.001	0.0016	-0.0005
O	12.4597	2.8938	27.8948	0.0002	0.0001	0.0001
O	11.7685	11.7144	25.164	0.0009	0.0012	-0.0008
O	13.7351	13.4634	25.7035	-0.0001	0.0013	0.0003
O	-8.5625	4.9859	24.0175	-0.0003	-0.0006	-0.0004
O	2.5869	-1.0878	22.5498	0	0.0006	-0.0009
O	9.6205	7.9908	28.544	0.0006	0.0011	0
O	9.5493	13.7934	19.9377	-0.0015	0.0019	0.0002
O	3.7893	2.8832	30.8262	-0.0001	0.003	-0.0004
O	1.0875	9.1211	25.5546	0.0002	0	-0.0002
O	-2.9402	8.9197	26.741	-0.0007	-0.0003	-0.0006
O	10.1379	10.2018	26.8733	0.0002	-0.0001	0.0002
O	7.2504	8.5471	24.1233	0	0.001	-0.001
O	5.9952	2.789	26.2698	0.0002	0.0002	-0.0005
O	18.9914	0.1932	22.414	-0.0018	-0.0008	-0.0001
O	5.2303	11.0487	22.4979	-0.0006	-0.0002	-0.0004
O	10.4246	11.7735	21.0735	-0.0001	0.0023	0.0011
O	1.6402	11.0234	27.4573	-0.0003	0.0008	-0.0004
O	5.0924	12.7451	28.6982	0.0005	-0.0007	0.0001
O	2.6098	11.9427	29.5388	-0.0001	-0.001	0.0004
O	17.505	2.0363	21.277	-0.0011	-0.0021	-0.0003
O	8.2737	5.7714	29.3634	0.0004	0.0004	-0.0005
O	12.1375	6.6217	25.6573	-0.0004	0.0008	-0.0008
O	14.973	16.943	25.727	-0.0002	0.0005	0.0003
O	6.0919	14.171	23.5068	-0.0009	-0.0012	-0.0003
O	9.6214	7.6372	25.1594	-0.0013	0.0003	-0.0003
O	-1.9417	12.2952	30.8722	0.0005	-0.0007	0.0008
O	4.0014	3.929	27.6478	0.0004	0.0004	0.0002
O	8.2197	3.5457	25.0021	-0.0012	0.0017	0.0006

Results
free energy: -134612.018 eV
free energy less fixed offsets of O -570.45, Si -639.56 eV per atom: 9.502 eV

The program warned: the cutoff lies below the one the program advises for these potential files; the forces do not sum to zero within the program's tolerance; empty levels may hold ghost states of the PAW files; the exchange-correlation potential is rough where the density is thin.
